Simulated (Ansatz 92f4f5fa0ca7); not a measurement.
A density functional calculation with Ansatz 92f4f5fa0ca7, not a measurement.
Periodic cell of 215 atoms, Si132O82B1, from a study of silicon, its oxide and their interface. The atomic structure is a simulated model.
Doubt: the cutoff is far below the 930 eV that the study's wrapper takes by default for these files, so forces and energies are approximate.
This geometry differs little from another in the collection (a relaxation step or a small displacement).

Settings: functional PBE; potential files Ansatz PAW; basis plane waves; wave-function cutoff 580 eV; density cutoff ratio 5; exchange-correlation grid ratio 1; k mesh 1 x 1 x 1, Gamma-centred; self-consistency stop 5e-08 eV per atom in the density residual; occupations fixed; spin none; net charge -1 e, with a uniform compensating background and no finite-size correction.

Cell vectors (angstrom)
a  10.938  0  0
b  0  10.938  0
c  0  0  31.5432

Atoms: element, x, y, z (angstrom)
Si  10.4337  0.5772  24.3545
Si  6.0431  10.5047  24.1679
Si  2.1301  3.2507  24.0941
Si  8.7029  2.259  24.321
Si  0.501  5.0548  24.1787
Si  5.0493  5.8959  24.204
Si  3.3953  7.652  24.1727
Si  7.8286  8.8303  24.0094
Si  1.341  1.4835  25.4682
Si  6.9198  1.3038  25.5158
Si  4.0245  4.1046  25.3392
Si  9.6664  4.0979  25.4361
Si  1.4965  6.818  25.3827
Si  6.8945  6.9475  25.253
Si  4.2288  9.5325  25.36
Si  9.5266  9.645  25.4511
Si  2.7762  0.0085  26.6598
Si  8.223  -0.0245  26.964
Si  0.0158  2.7713  26.9356
Si  5.4471  2.7389  26.6813
Si  2.7573  5.4413  26.8554
Si  8.2234  5.5258  26.6446
Si  0.0391  8.2151  26.6686
Si  5.5533  8.1977  26.812
Si  4.1059  1.3711  28.088
Si  9.5937  1.3734  28.263
Si  1.3899  4.1253  28.2592
Si  6.8329  4.1392  28.0405
Si  4.1565  6.8251  28.1649
Si  9.5936  6.8553  28.0691
Si  1.3894  9.5949  28.0673
Si  6.8455  9.5384  28.2614
Si  0.0467  -0.0174  29.5572
Si  5.4416  0.0171  29.51
Si  2.7659  2.7112  29.546
Si  8.1685  2.7759  29.4943
Si  -0.021  5.5115  29.517
Si  5.5055  5.4524  29.5282
Si  2.7463  8.2196  29.4681
Si  8.2514  8.166  29.5523
Si  1.3937  1.363  30.9352
Si  6.8124  1.3852  30.8585
Si  4.1222  4.0915  30.9101
Si  9.5469  4.1264  30.8617
Si  1.3672  6.8677  30.8548
Si  6.865  6.8101  30.9211
Si  4.0854  9.5847  30.8681
Si  9.5965  9.5523  30.9253
Si  2.7461  -0.0275  0.7522
Si  8.166  0.0068  0.6918
Si  -0.0333  2.762  0.6976
Si  5.4748  2.7101  0.7365
Si  2.7066  5.4845  0.6912
Si  8.2181  5.4367  0.7551
Si  0.0325  8.1833  0.7477
Si  5.461  8.2209  0.6908
Si  4.121  1.3337  2.1104
Si  9.5216  1.3838  2.0464
Si  1.3125  4.1453  2.0847
Si  6.847  4.0556  2.1048
Si  4.0594  6.8794  2.0452
Si  9.6052  6.7964  2.1053
Si  1.38  9.551  2.1246
Si  6.8099  9.5763  2.1006
Si  -0.0606  0.0001  3.3687
Si  5.4433  -0.0315  3.562
Si  2.6822  2.7184  3.3614
Si  8.1873  2.6851  3.5276
Si  -0.0123  5.4822  3.592
Si  5.4411  5.4888  3.3277
Si  2.7365  8.1961  3.544
Si  8.2325  8.1905  3.4028
Si  1.2931  1.3558  4.7097
Si  6.8539  1.2912  4.9486
Si  4.0451  4.1396  4.6409
Si  9.5317  4.0469  4.9332
Si  1.3204  6.9348  4.9861
Si  6.8219  6.8117  4.6947
Si  4.0324  9.59  4.9873
Si  9.5879  9.5556  4.7803
Si  2.4245  -0.0395  6.2497
Si  8.2652  -0.1344  6.2998
Si  -0.0432  2.6023  6.2291
Si  5.3441  2.754  6.0415
Si  2.7318  5.4401  6.1537
Si  8.1019  5.4583  6.1848
Si  0.0805  8.4902  6.3728
Si  5.5455  8.1547  6.1727
Si  3.4305  1.8957  7.136
Si  10.187  0.6573  7.4809
Si  1.7514  3.64  7.33
Si  6.2041  4.5003  7.3738
Si  4.6421  6.2881  7.2597
Si  9.2213  7.2302  7.293
B  0.8795  10.1749  7.5589
Si  7.4202  8.8774  7.4774
O  4.5906  6.5606  8.8989
O  1.3787  3.9579  8.9335
O  9.7369  6.5115  8.7137
O  1.2489  10.0651  8.9652
O  6.0664  4.1818  9.0169
O  3.8379  1.738  8.7228
O  7.1569  8.9298  9.1399
O  9.7156  0.9756  9.0666
O  8.2448  2.5393  22.7552
O  10.9987  5.5464  22.6505
O  5.6253  0.0975  22.6548
O  5.2805  5.3967  22.6339
O  2.1562  2.8136  22.4809
O  3.3285  7.8604  22.5162
O  8.3812  8.746  22.4246
O  -0.1592  11.2328  22.7656
Si  2.158  2.9701  12.8617
Si  8.7145  1.2728  10.3019
Si  1.0662  4.4988  15.3317
Si  7.5293  5.5496  12.1658
Si  2.4167  8.1828  21.2145
Si  5.3944  7.7855  12.4324
Si  9.2854  0.4636  15.4661
Si  2.9305  -0.0376  16.6539
Si  10.4635  1.1686  12.5719
Si  7.7646  2.8315  21.2451
Si  9.1728  8.7905  14.4133
Si  1.4614  4.7784  10.3315
Si  4.4858  9.4867  19.1403
Si  11.0751  6.0978  21.1233
Si  6.6388  10.438  14.8242
Si  5.3901  0.7315  21.1861
Si  2.2843  9.8082  10.1847
Si  0.4307  10.6401  21.3957
Si  5.8477  5.2558  21.13
Si  3.6142  7.0966  10.0567
Si  9.047  5.6956  14.8157
Si  3.6624  4.0829  19.08
Si  10.0287  3.6641  19.3185
Si  4.2768  8.6642  15.3465
Si  0.461  1.9205  17.1547
Si  6.7969  7.5357  19.2558
Si  5.2604  3.6228  16.7216
Si  7.7883  5.0215  17.5162
Si  6.6665  9.9054  10.3459
Si  4.3919  1.0377  10.0433
Si  -0.0396  9.0889  11.8344
Si  9.1027  8.6351  20.9542
Si  4.5625  1.6619  14.5587
Si  2.449  2.0915  21.0509
Si  6.3567  3.2826  10.3409
Si  3.4291  5.9173  16.7143
Si  9.8611  6.5214  10.321
O  0.117  2.6224  18.588
O  2.9469  9.6329  15.5827
O  10.857  4.81  20.1432
O  7.6169  2.3781  9.8568
O  10.9181  5.3449  10.7974
O  6.5469  6.6921  12.8095
O  10.2581  8.0566  10.7543
O  7.6952  9.457  13.9734
O  8.3989  6.1833  10.9528
O  5.3563  10.4824  20.0841
O  2.1718  3.7573  11.4232
O  7.9791  8.5468  19.7667
O  6.2085  6.7335  20.5542
O  5.5155  2.7155  15.3921
O  1.306  0.9335  20.7085
O  6.0578  9.0495  11.615
O  4.6108  4.9834  16.0934
O  6.5994  3.9117  17.6125
O  10.5026  10.6653  11.8149
O  5.5928  0.4901  13.9837
O  8.028  5.1248  15.9266
O  9.773  9.8302  15.5347
O  -0.3991  5.1385  15.1071
O  1.5711  6.8365  20.8051
O  1.5176  0.6449  17.1762
O  6.5977  1.769  20.8145
O  1.0154  1.7934  12.8073
O  3.2407  5.4915  18.3082
O  9.5315  2.0098  11.5369
O  1.0223  3.1132  16.1951
O  8.563  5.1456  13.3675
O  10.3244  8.5716  13.2757
O  1.4471  9.4034  21.6793
O  10.0777  9.9398  20.62
O  3.1219  0.2112  10.7074
O  5.1301  2.285  10.8456
O  1.752  4.1374  13.9153
O  7.9083  10.8638  10.8286
O  9.1329  4.4677  18.2248
O  5.6624  9.487  15.7564
O  5.5182  -0.0808  9.7012
O  3.5939  2.2977  13.3806
O  1.9739  5.6559  16.0331
O  9.7152  1.0894  14.0209
O  4.3206  6.999  11.5126
O  4.7564  4.4964  20.2037
O  9.9671  1.3368  16.6371
O  6.6985  4.2521  11.6246
O  5.5876  8.4083  18.5844
O  9.0698  2.7425  20.2696
O  3.6195  1.134  15.7757
O  4.227  3.0772  17.8939
O  9.9197  7.2225  20.9018
O  3.3254  8.6542  9.6866
O  3.9449  7.4242  16.3669
O  7.652  0.4719  15.6838
O  8.9553  7.3105  15.0156
O  3.9335  1.4424  21.1514
O  1.5651  9.1526  11.5316
O  2.2982  6.158  10.1294
O  7.3515  6.4604  18.1567
O  7.2117  4.3631  21.131
O  4.5602  8.2323  13.7884
O  3.3334  8.6618  19.9593
O  2.4999  3.2378  19.8674
O  3.7514  10.3709  17.9741

Results
free energy: -130699.453 eV
free energy less fixed offsets of B -154.04, O -568.88, Si -635.61 eV per atom: 3.267 eV

Forces (eV/angstrom), in the order of the atoms: element, x, y, z
Si  -0.0028  0.0038  0.006
Si  0.0019  -0.0002  0.006
Si  -0.0009  0.0017  0.0053
Si  0.0014  -0.0039  0.0059
Si  0.0022  -0.0022  0.0047
Si  -0.0037  0.002  0.005
Si  0.0007  -0.0034  0.0061
Si  -0.002  -0.0014  0.0055
Si  0.0008  0.0006  0.0019
Si  -0.0002  -0.0001  0.0012
Si  -0.0002  -0.0015  0.001
Si  -0.0002  0.0004  0.0004
Si  -0.0003  0  0.0015
Si  0.0016  0.0007  -0.0002
Si  -0.0007  0.0001  0.001
Si  -0.0023  -0.0012  0.0026
Si  0.0003  0.0004  -0.0099
Si  0.0006  0.0006  0.0199
Si  0.0002  -0.0004  0.0197
Si  0.0004  -0.001  -0.0094
Si  -0.0017  -0.0002  0.0127
Si  0.0022  0.0002  -0.0097
Si  0.003  0.0022  -0.0094
Si  0.0019  0.0025  0.0101
Si  -0.0016  0.0031  0.0042
Si  -0.0009  -0.0007  -0.0299
Si  -0.0008  -0.0042  -0.0302
Si  -0.0002  -0.0025  0.0097
Si  -0.0063  0.0018  -0.0094
Si  -0.0031  0.0013  0.0053
Si  -0.0028  0.0008  0.0097
Si  0.0077  0.006  -0.0288
Si  0.0037  -0.0042  0.0019
Si  -0.0016  0.0012  0.0052
Si  0.0024  -0.0026  0.005
Si  -0.0027  0.0032  -0.0008
Si  -0.0008  0.0013  0.0052
Si  0.0021  -0.002  0.0001
Si  0.0012  -0.0008  -0.0036
Si  0.0021  -0.0032  0.0046
Si  -0.0007  -0.0018  -0.0002
Si  0.0006  0.0036  0.0009
Si  0.0011  0.0005  -0.0003
Si  -0.0038  -0.0007  0.0006
Si  0.0025  0.0032  0.0007
Si  -0.0013  -0.0009  -0.0001
Si  -0.0035  -0.0012  0.0009
Si  0.0028  0.0028  -0.0005
Si  0.0021  0.0038  -0.0011
Si  -0.0019  -0.0057  0.0007
Si  0.0043  0.0006  0.0018
Si  -0.0031  -0.0034  0.0005
Si  -0.0043  -0.0025  0.0002
Si  0.0026  0.0023  0.0004
Si  -0.0016  -0.0017  -0.0009
Si  0.0029  0.0036  0.0004
Si  0.0011  -0.0011  0.0038
Si  -0.0033  0.0045  -0.0091
Si  0.0025  0.0054  0.0057
Si  0.0052  -0.0054  -0.0048
Si  -0.0047  0.0036  -0.0082
Si  -0.0008  -0.0037  0.0043
Si  0.0013  -0.0022  -0.0102
Si  0.0024  0.0023  0.0075
Si  0.0101  0.0073  0.0214
Si  0.0014  -0.0052  -0.0075
Si  -0.011  0.0023  0.0144
Si  -0.0014  0.0059  -0.0041
Si  0.0032  -0.0063  -0.0102
Si  -0.0017  -0.0004  0.0311
Si  0.0068  -0.0022  -0.0058
Si  -0.0051  0.0054  0.0062
Si  0.0217  0.0102  -0.0258
Si  -0.0051  -0.005  0.0076
Si  -0.0002  -0.0065  -0.0142
Si  0.0014  0.0011  0.0083
Si  -0.0063  0.0002  0.0123
Si  0.006  -0.0005  -0.0113
Si  0.0034  0.0137  0.0024
Si  -0.0034  -0.0189  -0.0092
Si  -0.0679  -0.0442  0.042
Si  0.0072  0.0211  0.0121
Si  -0.0031  0.0028  0.0024
Si  -0.0015  -0.0017  0.0002
Si  0.0034  0.0049  -0.003
Si  0  0.0004  -0.0006
Si  -0.0121  -0.0109  -0.0207
Si  -0.0041  -0.0006  -0.0013
Si  0.0015  0.0211  -0.0088
Si  -0.0327  -0.0105  -0.0161
Si  0.0039  -0.0165  -0.0022
Si  -0.0014  0.0033  -0.007
Si  0.0032  -0.0072  -0.0028
Si  -0.0182  -0.009  -0.0089
B  0.0859  0.0488  -0.0407
Si  0.0135  -0.009  -0.0043
O  -0.0033  0.002  0.0043
O  -0.0002  0.0041  0.005
O  0.0044  0.0009  0.0093
O  0.0069  -0.0062  0.038
O  0.001  -0.0024  0.0084
O  0.0015  -0.0016  0.0106
O  -0.0036  0.0067  0.0077
O  0.0011  0.0023  0.0066
O  -0.0011  0.0012  -0.0059
O  -0.0006  0.001  -0.0054
O  -0.0012  0.0016  -0.0061
O  0.0018  -0.0007  -0.0047
O  0.0011  -0.0019  -0.0063
O  -0.0017  0.0023  -0.0067
O  0.0014  0  -0.0056
O  0.0021  -0.0014  -0.0044
Si  0.0003  -0.0013  -0.002
Si  0.0011  0.0017  -0.0048
Si  0.0001  -0.0011  -0.0012
Si  -0.0019  0.0004  -0.0048
Si  0.0015  -0.0009  0.0054
Si  -0.0008  -0.0009  -0.0025
Si  0.0011  0.0017  -0.0013
Si  -0.0001  -0.0002  0.0013
Si  0.0004  -0.0012  -0.0025
Si  0.0003  -0.0006  0.0062
Si  -0.0002  -0.0009  -0.003
Si  0.001  0.0006  -0.0061
Si  0  -0.0004  0.0043
Si  0  0.0007  0.0053
Si  -0.0001  0  -0.0025
Si  0  -0.0006  0.0055
Si  -0.0177  0.0041  -0.019
Si  -0.001  0.0001  0.0047
Si  -0.0001  0.0004  0.0052
Si  -0.0001  0  -0.0016
Si  -0.0003  -0.0003  -0.0027
Si  -0.0006  -0.0007  0.0045
Si  -0.0002  0.0004  0.0038
Si  -0.0009  0.0002  -0.0013
Si  -0.0002  0  0.0011
Si  0.0006  0.0006  0.0033
Si  -0.0002  -0.0001  0.0009
Si  0.0003  0.0005  0.0027
Si  -0.0002  -0.0011  -0.0038
Si  0.0011  0.007  -0.0064
Si  0.0026  0.0035  -0.0033
Si  0  0.0003  0.0045
Si  -0.0004  -0.0002  -0.0015
Si  -0.0003  0.0007  0.0059
Si  0.0021  0.0021  -0.0058
Si  0.0001  -0.0013  0.001
Si  0.0004  -0.0007  -0.006
O  0.0007  -0.0008  -0.002
O  0.0007  -0.0017  0.0002
O  -0.0002  -0.0007  -0.0019
O  0.0003  0.0016  0.0066
O  -0.0002  0.0007  0.0021
O  0.0027  -0.002  0.0006
O  -0.0008  -0.0002  0.0029
O  0  -0.0001  0.0019
O  -0.0013  -0.0017  0.0038
O  -0.0005  -0.0003  -0.0018
O  -0.0005  0.0005  0.0015
O  -0.0006  -0.0005  -0.0019
O  0.0003  -0.0001  -0.0023
O  -0.0002  -0.0009  0.0002
O  -0.0002  -0.0006  -0.0017
O  0.0007  0.0024  -0.0014
O  -0.0006  0.0004  0.0005
O  -0.0002  -0.0002  -0.0007
O  0.0005  -0.0025  0.0049
O  0.0003  -0.0002  0.0018
O  0.0001  -0.0002  -0.001
O  0.0001  -0.0005  0.0009
O  -0.0001  0.0002  0.0007
O  0  0  -0.0019
O  0  0.0002  -0.0004
O  0.0002  -0.0002  -0.0018
O  -0.002  -0.0014  0.0023
O  0.0004  0.0004  -0.0019
O  -0.0006  -0.0017  0.0011
O  -0.0001  0.0004  -0.0001
O  -0.0004  0.0009  0.0018
O  -0.0001  0.0009  0.0002
O  0.0003  0.0002  -0.0024
O  0.0006  0.0001  -0.0019
O  0.0002  0.0005  0.0028
O  -0.0023  -0.0053  -0.0016
O  0  -0.0007  0.0012
O  -0.0026  0.0001  0.0001
O  -0.0005  -0.0001  -0.0014
O  0  -0.0007  0.0009
O  0.003  -0.0016  0.0018
O  -0.0011  0.0004  0.0008
O  -0.0004  -0.0005  0.0002
O  0.0014  -0.0003  -0.0001
O  -0.0025  0.0007  -0.0002
O  -0.0003  -0.0003  -0.0021
O  -0.0007  -0.0015  -0.0006
O  0.0002  0.0002  0.0004
O  -0.0003  0.0002  -0.0011
O  0.0007  0.0001  -0.0023
O  0.0008  0.0007  0
O  0.0005  0.0002  -0.0014
O  -0.0003  0.0004  -0.002
O  0.0043  -0.0048  0.0043
O  0.0001  0.0008  -0.0009
O  -0.0003  -0.0004  0.0007
O  0.0002  0.0005  0.0005
O  0.0004  0  -0.0023
O  -0.0033  0.0005  0.0046
O  0.0015  0.0002  0.0039
O  0.0001  -0.0011  -0.0013
O  -0.0006  0.0007  -0.0028
O  0.0002  -0.0002  0.0014
O  0.0007  0.0006  -0.0024
O  0.0006  0.0007  -0.0025
O  -0.0004  0.0002  -0.002

The program warned: the cutoff lies below the one the program advises for these potential files; the exchange-correlation potential is rough where the density is thin.
